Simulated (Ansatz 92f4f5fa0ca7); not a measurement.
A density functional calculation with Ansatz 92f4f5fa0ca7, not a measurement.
Periodic cell of 227 atoms, Si134O91H1N1, from a study of silicon, its oxide and their interface. The atomic structure is a simulated model.
Doubt: the cutoff is low for norm-conserving oxygen, so forces and energies are approximate.
Doubt: the program's own warning below bears on the result.

Settings
functional: HSE06
potential files: SPMS norm-conserving
basis: plane waves
wave-function cutoff: 800 eV
density cutoff ratio: 4
exchange-correlation grid ratio: 1
k mesh: 1 x 1 x 1, Gamma-centred
occupations: fixed
spin: none
net charge: 0

Cell vectors (angstrom)
a  10.938  0  0
b  0  10.938  0
c  0  0  32.9062

Atoms: element, x, y, z (angstrom)
Si  0.2979  -0.228  25.4537
Si  5.8667  -0.2439  25.4496
Si  2.522  3.0828  25.3099
Si  7.9382  3.2147  25.3418
Si  0.25  5.3475  25.2885
Si  5.7056  5.4953  25.4528
Si  2.4884  8.4076  25.4898
Si  8.0147  8.3773  25.745
Si  1.4107  1.4518  26.6833
Si  6.8893  1.4829  26.6679
Si  4.0949  4.2115  26.6643
Si  9.5973  4.2041  26.6799
Si  1.3391  6.8484  26.7832
Si  6.8099  6.8651  26.9928
Si  4.1387  9.6124  26.7018
Si  9.644  9.6314  26.8235
Si  2.747  0.0413  28.0835
Si  8.2052  0.0696  28.1072
Si  -0.026  2.7496  28.0734
Si  5.4336  2.7669  28.062
Si  2.7355  5.4898  28.1197
Si  8.2438  5.4632  28.1715
Si  -0.0127  8.1965  28.1618
Si  5.3923  8.2503  28.1853
Si  4.1018  1.3673  29.4879
Si  9.5708  1.3673  29.4879
Si  1.3673  4.1018  29.4879
Si  6.8362  4.1018  29.4879
Si  4.1018  6.8362  29.4879
Si  9.5708  6.8362  29.4879
Si  1.3673  9.5708  29.4879
Si  6.8362  9.5708  29.4879
Si  0  0  30.8552
Si  5.469  0  30.8552
Si  2.7345  2.7345  30.8552
Si  8.2035  2.7345  30.8552
Si  0  5.469  30.8552
Si  5.469  5.469  30.8552
Si  2.7345  8.2035  30.8552
Si  8.2035  8.2035  30.8552
Si  1.3673  1.3673  32.2224
Si  6.8362  1.3673  32.2224
Si  4.1018  4.1018  32.2224
Si  9.5708  4.1018  32.2224
Si  1.3673  6.8362  32.2224
Si  6.8362  6.8362  32.2224
Si  4.1018  9.5708  32.2224
Si  9.5708  9.5708  32.2224
Si  2.7345  0  0.6835
Si  8.2035  0  0.6835
Si  0  2.7345  0.6835
Si  5.469  2.7345  0.6835
Si  2.7345  5.469  0.6835
Si  8.2035  5.469  0.6835
Si  0  8.2035  0.6835
Si  5.469  8.2035  0.6835
Si  4.1018  1.3673  2.0507
Si  9.5708  1.3673  2.0507
Si  1.3673  4.1018  2.0507
Si  6.8362  4.1018  2.0507
Si  4.1018  6.8362  2.0507
Si  9.5708  6.8362  2.0507
Si  1.3673  9.5708  2.0507
Si  6.8362  9.5708  2.0507
Si  0  0  3.418
Si  5.469  0  3.418
Si  2.7345  2.7345  3.418
Si  8.2035  2.7345  3.418
Si  0  5.469  3.418
Si  5.469  5.469  3.418
Si  2.7345  8.2035  3.418
Si  8.2035  8.2035  3.418
Si  1.3883  1.3362  4.7974
Si  6.8532  1.3626  4.7633
Si  4.0923  4.0938  4.7329
Si  9.6239  4.0237  4.9007
Si  1.3843  6.7973  4.7707
Si  6.894  6.7914  4.8157
Si  4.0489  9.5645  4.8092
Si  9.5445  9.602  4.687
Si  2.68  -0.0276  6.2415
Si  8.2373  0.001  6.1034
Si  0.0187  2.5199  6.3182
Si  5.4585  2.7185  6.0669
Si  2.706  5.3789  6.1506
Si  8.3165  5.4503  6.3048
Si  -0.0645  8.1981  5.9677
Si  5.3767  8.1134  6.0976
Si  3.9071  1.6039  7.4528
Si  9.8141  0.8132  7.6947
Si  1.6257  3.7771  7.5281
Si  6.6526  4.2125  7.4224
Si  4.3842  6.4115  7.4442
Si  9.3252  7.3195  7.5187
Si  1.0552  9.5881  7.4204
Si  6.9385  9.3925  7.2396
O  5.5368  5.3286  7.9026
N  -0.243  -0.5863  8.3997
O  2.816  2.7205  7.9705
O  7.9204  8.1545  7.6551
O  1.4197  9.5747  25.0123
O  6.7634  4.3201  24.9551
O  6.9805  9.5134  25.163
O  -0.325  6.0553  23.8846
O  6.5175  10.1638  8.6435
O  1.1091  4.4313  8.9548
O  1.7092  8.4634  8.4582
O  7.1597  3.4013  8.7578
O  9.9317  7.6869  9.0355
O  4.6207  1.0756  8.8554
O  3.7882  6.8751  8.9157
O  9.1581  1.6322  8.9556
O  5.5176  0.2495  23.9213
O  8.6531  2.8864  23.8944
O  8.4124  6.121  22.2645
O  5.2664  6.403  24.138
O  8.4789  7.4192  24.5114
O  3.2899  2.4629  23.9739
O  2.9068  7.5819  24.1197
O  10.5957  0.3088  24.0388
Si  5.6718  10.0511  12.3331
Si  9.5287  4.933  14.6794
Si  17.8244  15.2378  16.4872
Si  2.8769  8.4134  18.3588
Si  4.1907  4.1709  14.8612
Si  0.0737  0.6902  22.4997
Si  3.6287  14.2598  19.8143
Si  -2.2986  2.5479  22.3074
Si  -2.3221  9.5899  12.2137
Si  2.9649  1.7658  22.5195
Si  6.1908  1.9884  18.4502
Si  8.1407  2.5996  9.7637
Si  10.2179  -1.7435  9.6852
Si  14.0231  8.28  9.3208
Si  1.367  7.7833  11.4475
Si  7.2182  11.3901  20.9164
Si  8.5448  5.285  20.8751
Si  1.5174  4.7446  10.5038
Si  14.797  -4.4736  20.2584
Si  -1.1682  9.3842  21.2454
Si  6.6205  6.2751  18.9206
Si  12.6022  1.5994  18.023
Si  3.7695  -1.3394  14.6065
Si  11.3577  7.9228  16.7171
Si  2.6818  12.5666  14.1074
Si  4.9323  -0.5197  22.6008
Si  10.9576  2.4249  15.5023
Si  4.1008  10.8458  17.3272
Si  2.9242  6.8988  15.9273
Si  3.8133  3.4728  12.0718
Si  -1.5768  7.3714  18.9997
Si  6.4866  1.9631  12.187
Si  8.9693  12.4463  13.558
Si  9.9346  3.6386  11.9282
Si  9.3819  6.9592  23.2649
Si  4.2639  7.3405  23.2486
Si  5.0777  -0.4216  9.2974
Si  10.5783  -3.0988  13.9794
O  7.2852  1.7146  21.9622
O  3.7556  9.7797  18.5363
O  8.9132  3.79  21.3072
O  8.7842  10.8955  13.1658
O  9.9442  8.6637  19.7961
O  10.9183  8.7322  15.3404
O  13.7957  8.3091  10.9513
O  1.3653  1.6349  22.4374
O  3.9849  4.5512  13.2879
O  9.6479  5.9986  19.8732
O  3.5133  -8.218  21.3258
O  11.9278  7.64  13.0381
O  1.2725  6.3288  10.7358
O  5.1157  13.8616  19.2566
O  11.3428  -2.0029  10.8342
O  5.8185  10.6293  21.252
O  9.0063  -1.1535  10.6278
O  3.0371  8.1469  14.8577
O  3.5569  13.5982  15.0799
O  -1.089  1.594  21.8845
O  1.3366  6.6576  16.2362
O  3.0365  4.2081  10.8401
O  7.0414  9.197  12.2123
O  7.2045  1.1367  19.4243
O  4.7582  -1.7029  13.3776
O  0.1414  10.3023  21.5577
O  8.2408  15.6295  15.6603
O  2.9854  2.1434  12.5739
O  16.3012  0.8524  17.64
O  14.8854  -4.4007  21.8772
O  11.4292  13.1222  17.0383
O  8.9732  14.6606  10.6112
O  9.9663  6.4877  14.6457
O  -7.3032  7.4258  17.2961
O  1.1251  1.836  14.4762
O  1.3826  8.8215  17.7345
O  2.4484  13.7296  18.8201
O  15.9496  -0.6818  10.8751
O  10.7566  4.0292  15.2685
O  7.2943  1.6414  10.7936
O  3.5034  11.1653  22.3641
O  5.3562  3.04  11.7377
O  3.5011  5.4298  15.6129
O  2.9186  10.9426  14.1816
O  -3.3662  13.311  13.3524
O  7.7382  7.4728  18.7803
O  4.5213  -0.9212  15.9886
O  9.2911  4.5827  13.0948
O  4.8603  8.8158  22.8828
O  5.8277  11.5783  12.8712
O  -1.4025  1.6843  15.0873
O  11.939  0.6513  19.1651
O  3.4671  4.9425  19.8506
O  9.4413  8.4295  12.9887
O  7.1375  5.2162  20.0601
O  -0.8584  7.3639  17.5463
O  5.7269  4.0856  15.367
O  8.3927  10.269  21.1485
O  10.034  13.0445  12.4746
O  9.8326  8.2826  22.4438
O  -10.4207  4.016  11.5478
O  5.2509  -4.0353  19.5165
O  7.0408  13.8776  17.4104
O  13.6796  11.7241  17.0824
O  3.9815  -1.456  8.6967
O  2.7456  7.5741  19.7565
O  1.36  4.1888  24.8318
O  6.4542  16.4712  17.4795
H  11.6836  -0.2486  18.8996

Results
free energy: -56242.702 eV
free energy less fixed offsets of H -15.86, N -279.42, O -447.96, Si -113.29 eV per atom: -2.202 eV
gap between the highest filled and lowest empty level on this k mesh: 1.227 eV

The program warned: the cutoff lies below the one the program advises for these potential files; the forces do not sum to zero within the program's tolerance; the potential files have known limits; the exchange-correlation potential is rough where the density is thin.
